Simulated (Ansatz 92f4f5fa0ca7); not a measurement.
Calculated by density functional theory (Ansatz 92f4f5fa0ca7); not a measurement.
Periodic cell of 225 atoms, Si132O91As1H1, from a study of silicon, its oxide and their interface. The atomic structure is a simulated model.
Doubt: the cutoff is far below the 930 eV that the study's wrapper takes by default for these files, so forces and energies are approximate.
This geometry differs little from another in the collection (a relaxation step or a small displacement).

Settings
functional: PBE
potential files: Ansatz PAW
basis: plane waves
wave-function cutoff: 580 eV
density cutoff ratio: 5
exchange-correlation grid ratio: 1
k mesh: 1 x 1 x 1, Gamma-centred
self-consistency stop: 5e-08 eV per atom in the density residual
occupations: fixed
spin: none
net charge: 0

Cell vectors (angstrom)
a 10.938 0 0
b 0 10.938 0
c 0 0 32.8361

Atoms and the computed forces on them: element, x, y, z (angstrom), force x, y, z (eV/angstrom)
Si 0.3924 -0.1385 25.2346 -0.0006 0.011 0.0302
Si 5.3046 0.1398 25.3239 0.0068 0.0118 -0.0041
Si 3.148 2.4451 25.4844 -0.0215 0.0204 0.0509
Si 8.1006 3.0918 25.3533 0.0203 -0.0159 0.0199
Si -0.0937 5.6639 25.7176 0.012 -0.0088 0.0285
Si 5.7214 5.1794 25.3075 -0.0135 0.0073 0.0177
Si 2.5055 8.4085 25.23 -0.0058 -0.0175 0.014
Si 8.6391 7.8442 25.334 -0.0097 0.016 0.037
Si 1.4696 1.3376 26.7148 -0.0242 0.0118 0.0023
Si 6.9385 1.3598 26.5565 0.0155 -0.0226 0.0057
Si 4.2285 4.0737 26.7587 -0.0226 0.0254 0.0106
Si 9.5619 4.116 26.8693 0.0007 -0.0086 0.0068
Si 1.4598 6.9507 26.8054 0.014 0.002 0.005
Si 6.8854 6.8243 26.5865 -0.0223 0.0286 -0.0043
Si 4.116 9.5216 26.6174 0.0225 -0.0216 0.005
Si 9.6767 9.6037 26.5477 -0.0294 0.0224 -0.004
Si 2.7861 -0.059 28.0687 -0.0183 0.0077 0.0192
Si 8.2527 -0.0219 27.9732 0.0078 -0.0074 0.0042
Si 0.0373 2.6843 28.0703 0.0164 -0.0081 -0.0047
Si 5.5627 2.6614 28.0623 0.0001 0.0079 0.017
Si 2.7864 5.4544 28.0604 0.0082 -0.0167 -0.0094
Si 8.1628 5.504 28.1059 0.0076 -0.0125 0.0192
Si -0.0026 8.259 28.0762 0.0185 0.0004 0.0209
Si 5.4935 8.1711 27.9942 0.0046 -0.0092 0.0054
Si 4.1018 1.3673 29.4179 0.2832 -0.2045 0.043
Si 9.5708 1.3673 29.4179 0.03 -0.3345 -0.087
Si 1.3673 4.1018 29.4179 0.1253 -0.0233 -0.0751
Si 6.8362 4.1018 29.4179 -0.0335 -0.1323 0.368
Si 4.1018 6.8362 29.4179 0.3367 -0.018 -0.0167
Si 9.5708 6.8362 29.4179 -0.0345 0.3119 0.1565
Si 1.3673 9.5708 29.4179 0.0419 0.1601 0.3938
Si 6.8362 9.5708 29.4179 0.1089 -0.0212 -0.5529
Si 0 0 30.7851 0.037 0.0351 0.0298
Si 5.469 0 30.7851 -0.0486 0.0796 -0.0131
Si 2.7345 2.7345 30.7851 0.0187 0.064 -0.0189
Si 8.2035 2.7345 30.7851 0.0138 0.1092 -0.0201
Si 0 5.469 30.7851 0.0034 0.03 -0.0418
Si 5.469 5.469 30.7851 -0.0615 -0.0249 0.0208
Si 2.7345 8.2035 30.7851 -0.0535 0.0369 -0.0277
Si 8.2035 8.2035 30.7851 0.066 0.0196 0.0125
Si 1.3673 1.3673 32.1524 -0.0432 -0.029 -0.0179
Si 6.8362 1.3673 32.1524 -0.0026 -0.0479 -0.0267
Si 4.1018 4.1018 32.1524 0.0241 0.0073 -0.0042
Si 9.5708 4.1018 32.1524 0.0169 -0.0602 -0.0142
Si 1.3673 6.8362 32.1524 0.0359 -0.0129 -0.0246
Si 6.8362 6.8362 32.1524 0.0245 -0.027 -0.0158
Si 4.1018 9.5708 32.1524 0.0585 -0.0406 -0.0281
Si 9.5708 9.5708 32.1524 0.0095 0.001 -0.0085
Si 2.7345 0 0.6835 -0.0219 0.035 0.021
Si 8.2035 0 0.6835 0.0115 0.0266 0.0308
Si 0 2.7345 0.6835 0.0169 0.0683 0.0198
Si 5.469 2.7345 0.6835 0.0261 -0.0026 -0.0026
Si 2.7345 5.469 0.6835 -0.0475 0.006 0.0384
Si 8.2035 5.469 0.6835 -0.0041 0.0312 0.0331
Si 0 8.2035 0.6835 0.0008 -0.0157 -0.0024
Si 5.469 8.2035 0.6835 -0.1036 0.0547 0.003
Si 4.1018 1.3673 2.0507 0.0378 -0.0059 -0.0011
Si 9.5708 1.3673 2.0507 0.0496 -0.0286 0.0308
Si 1.3673 4.1018 2.0507 -0.0133 -0.0837 0.0378
Si 6.8362 4.1018 2.0507 -0.1139 -0.0898 -0.0254
Si 4.1018 6.8362 2.0507 0.1156 0.0053 0.0101
Si 9.5708 6.8362 2.0507 0.016 0.0075 -0.0095
Si 1.3673 9.5708 2.0507 -0.0743 -0.0676 -0.0214
Si 6.8362 9.5708 2.0507 -0.0012 -0.089 0.0231
Si 0 0 3.418 -0.0504 -0.1215 -0.3301
Si 5.469 0 3.418 -0.1105 0.2514 0.1363
Si 2.7345 2.7345 3.418 0.0229 0.169 -0.0287
Si 8.2035 2.7345 3.418 -0.1139 0.1314 0.2051
Si 0 5.469 3.418 -0.2288 -0.0155 0.2736
Si 5.469 5.469 3.418 -0.0486 -0.0482 -0.4482
Si 2.7345 8.2035 3.418 -0.2031 0.0581 0.0918
Si 8.2035 8.2035 3.418 -0.123 -0.2034 -0.2399
Si 1.3609 1.3507 4.7476 0.0216 -0.0241 -0.0178
Si 6.7821 1.4285 4.8155 -0.0082 0.0096 0.0039
Si 4.0509 4.1914 4.7746 -0.0058 0.0029 -0.0158
Si 9.5253 4.118 4.8372 -0.0037 0.002 -0.0076
Si 1.3211 6.862 4.8044 -0.0046 0.0113 -0.0018
Si 6.8613 6.7639 4.7571 0.015 0.0033 -0.016
Si 4.0791 9.5891 4.7816 -0.0095 0.0124 -0.0082
Si 9.5123 9.6025 4.7439 -0.0053 0.0025 -0.0097
Si 2.7062 0.0146 6.1736 0.0124 0.0153 0.032
Si 8.102 -0.0272 6.1291 -0.0118 -0.0101 0.0133
Si -0.0707 2.6442 6.0968 -0.026 0.0275 0.0143
Si 5.4258 2.8876 6.1644 0.0305 -0.0149 0.0046
Si 2.6475 5.4979 6.209 -0.0225 -0.0037 0.0015
Si 8.12 5.4306 6.3019 0.0028 -0.016 0.0088
Si -0.1239 8.2078 6.12 0.0063 -0.0193 0.001
Si 5.4172 8.0982 6.006 -0.0021 0.0141 0.0164
Si 3.8211 1.739 7.3788 -0.0035 -0.0767 -0.0603
Si 9.6882 1.0762 7.4458 -0.0343 0.0042 -0.0215
Si 1.479 3.8006 7.3907 -0.0152 0.0527 -0.0394
Si 6.4275 4.4338 7.7358 0.0289 -0.0044 -0.0765
Si 4.2229 6.7279 7.4987 -0.02 0.0062 -0.0229
Si 9.2461 7.0857 7.5392 0.0191 0.003 -0.028
Si 1.0128 9.814 7.3756 0.0312 -0.0321 -0.0453
Si 6.9297 9.2393 7.3274 0.0181 0.0198 -0.0521
O 9.7601 6.6798 25.0138 -0.0132 0.0093 -0.012
O 4.2035 1.3035 24.9489 0.0258 -0.0313 -0.0112
O 8.0953 8.2201 7.9528 -0.0215 0.0026 0.0232
O 2.6485 2.7631 7.9539 0.002 -0.0081 0.0326
O 6.9043 4.1139 24.8135 0.0008 0.0058 -0.016
O 1.4322 9.5912 24.7287 0.0057 -0.0062 -0.015
O 5.3134 5.6161 8.0359 0.0043 -0.0045 0.0074
O -0.0922 -0.0131 7.8888 0.022 0.0133 0.0274
O 6.8014 3.9357 9.2722 0.0141 -0.0084 0.0838
O 5.8933 9.8112 8.4765 -0.0186 0.0096 0.0275
O 9.872 6.4305 8.94 0.0133 -0.0166 0.0204
O 1.5311 9.1101 8.7529 0.0043 -0.0035 0.0163
O 4.7525 1.3001 8.6673 0.0138 -0.0054 0.0252
O 0.5829 4.3296 8.6644 -0.0152 0.0015 0.0263
O 8.9325 1.6042 8.8203 -0.0064 0.0107 0.0343
O 3.7071 7.5742 8.8322 -0.013 0.0214 0.0266
O 8.205 8.25 23.8093 0.0019 0.0033 -0.0398
O 9.0673 2.7258 24.0663 0.0088 -0.0084 -0.0183
O 4.8789 5.6832 23.9825 -0.012 0.0102 -0.0123
O 2.6711 3.0911 24.0663 -0.0119 0.015 -0.031
O 10.8808 0.7879 23.9251 -0.0182 0.0246 -0.0201
O 0.7827 4.9348 24.5639 0.0163 -0.0149 -0.028
O 3.0497 7.6068 23.881 0.0138 -0.0121 -0.0107
O 5.7233 10.3316 23.904 0.0113 -0.0075 -0.0379
Si 6.1905 -0.4594 22.3476 -0.0174 -0.0142 0.0074
Si 4.3951 10.2642 19.862 0.0052 0.0111 -0.0066
Si 2.5767 14.1156 16.3314 0.0011 -0.0015 -0.0021
Si 12.7523 5.8092 16.5173 0.0017 -0.0035 0.001
Si 5.1749 -0.0466 9.4508 -0.0069 -0.0021 0.0005
Si 6.6537 8.3277 15.9492 0.0001 0.0002 -0.0035
Si 2.9326 5.0545 14.0613 -0.0024 0.001 0.007
Si -3.2566 4.2979 16.0248 -0.0015 0.0019 -0.0016
Si 17.085 10.9673 17.3106 -0.0045 -0.0006 0.0058
Si 6.6933 6.1407 18.1209 -0.0063 -0.0014 -0.0026
Si 7.3177 4.2201 10.813 0.0029 -0.014 -0.0094
Si 1.4704 10.2747 19.3654 -0.0033 0.0038 -0.0111
Si 11.5862 4.458 12.4223 -0.0141 0.0045 -0.0056
Si 8.7083 12.3427 16.5733 -0.0035 0.0008 0.0047
Si 5.6628 3.7614 13.5507 0.0084 -0.0005 0.001
Si 9.1936 8.0987 14.0819 -0.004 -0.0022 -0.0029
Si -0.7926 10.9702 14.3514 0.0036 0.0041 -0.0003
Si 7.3705 10.3066 11.3844 0.002 0.0108 0.0083
Si 9.669 10.1513 20.3497 0.0013 0.0062 -0.0098
Si 8.3775 8.4838 22.225 -0.022 0.0029 0.0039
Si -0.6515 2.1206 23.165 0.0314 0.0095 0.0108
Si 5.5281 8.9743 13.187 0.0006 0.0054 0.0054
As 8.0586 12.5422 21.0384 0.0142 -0.0038 0.0231
Si 0.6197 11.6645 16.8258 -0.0004 0.0048 -0.0035
Si 11.1393 5.6121 9.5897 -0.0059 0.0121 0.0024
Si 4.2717 7.0371 20.0512 0.0007 -0.0052 0.007
Si 3.7031 6.3369 23.0457 -0.0149 -0.01 -0.0076
Si -0.7126 5.5541 14.9094 -0.0009 -0.002 -0.0014
Si 1.3753 7.151 19.1224 0.0059 -0.0037 -0.0095
Si 3.0473 9.9773 11.5271 -0.0041 -0.0152 -0.0067
Si -1.6442 7.2577 19.7289 -0.0055 0.0013 -0.0066
Si 2.3033 7.9632 9.5933 -0.0019 -0.0065 0.0002
Si 1.6156 4.1396 23.4425 0 -0.0034 -0.0193
Si 4.4654 12.421 15.1779 0.0003 -0.0014 0.0018
Si 11.7013 12.339 11.9918 -0.0001 0.0003 0.0005
Si 7.3729 7.3633 11.6486 0.0055 -0.003 0.0072
Si 9.2002 1.6957 10.4362 -0.0191 0.0095 -0.0106
O 7.5051 5.8829 10.9246 -0.0023 0.0111 -0.005
O 6.6649 4.1375 14.7665 -0.0005 0.0015 0.001
O 10.8061 6.579 19.5473 -0.0008 0.0013 0.0065
O 2.8713 10.8418 19.9367 0.0055 -0.003 0.0104
O 7.6688 8.7761 10.7903 -0.0011 -0.0071 -0.0018
O -2.5241 0.2382 19.9965 0.0058 -0.0144 -0.0011
O 2.3657 8.5423 11.1305 0.0005 0.0186 0.0125
O 4.4625 4.8772 13.5585 -0.0016 -0.0011 -0.0056
O 15.0016 2.5136 16.4 0.0005 0.0015 -0.0009
O 6.942 4.6607 17.4461 0.0015 0.0014 0.001
O 5.539 8.5782 14.7651 0.0032 -0.0007 0.0056
O 0.4182 10.8439 15.4326 0.0007 -0.0011 0.0003
O 8.1441 8.2983 15.3027 -0.0051 0.0009 0.0019
O 8.5863 13.9147 16.2369 -0.0035 -0.0008 -0.0014
O 7.4367 11.9328 17.4889 0.0053 0.0006 -0.0031
O 8.4854 7.3411 12.8305 0.0045 0.0089 0.0069
O 5.8584 7.6237 12.2772 -0.0024 0.0029 -0.0043
O 9.443 -2.0755 19.3549 0.0005 -0.0012 0.0062
O 2.5261 15.4626 17.2685 0.0006 -0.0001 0.0034
O -4.6518 6.9847 16.7751 0.0006 0.0034 0.0014
O 12.3406 10.6352 17.7919 0.0014 -0.001 0.0058
O -2.8051 6.6076 18.7851 -0.0022 -0.0001 0.0022
O 12.3562 8.6826 19.6119 0.0003 0.0011 0.0088
O 6.3269 3.8014 12.0524 -0.0114 0 0.0102
O 11.2953 5.2252 16.0754 0.0029 0.0022 0.0006
O 0.4911 3.208 22.7015 -0.0037 -0.0052 0.013
O 13.6842 6.4735 19.7327 -0.0037 0.002 0.0054
O -8.9283 11.2169 11.9424 -0.0053 0.0088 -0.0057
O 2.7328 6.2253 15.209 0.0005 0.0039 -0.0013
O 16.4156 11.3786 15.8847 0.0006 0.0003 0.0028
O 8.5978 3.1526 10.9516 -0.0001 0.0024 -0.0059
O 10.6845 11.9743 13.1984 -0.0058 -0.0068 0.0047
O -1.404 9.6145 21.9017 0.0025 0.0004 0.004
O 5.4564 6.2421 19.2133 0.0075 -0.0003 -0.0012
O -5.9492 10.7381 21.3035 -0.0002 -0.0007 0.0024
O 1.2583 13.8787 12.2248 0.0035 0.003 -0.0063
O 10.8216 1.5117 10.6186 0.013 -0.0017 -0.0007
O 1.4108 13.0753 16.7262 -0.0009 -0.0012 0.0032
O 8.8216 11.5511 15.1264 -0.0025 0.0026 0.0018
O 5.1153 13.1855 13.8731 -0.0006 0.0037 0.0026
O 3.8074 10.364 10.1429 -0.0026 0.0048 0.006
O 6.2343 0.2593 10.6201 0.0011 -0.003 -0.0039
O 6.9283 9.125 21.7994 0.0138 0.0011 0.0128
O -2.2042 5.4401 15.5313 -0.0018 -0.0022 0.0019
O 9.6628 1.7316 21.7058 -0.0304 -0.0067 -0.0223
O 4.4313 6.8367 21.674 0.0086 0.0071 -0.014
O 5.1829 10.9959 18.6272 0.0003 -0.0058 -0.0006
O 8.6291 0.3915 11.2767 -0.0015 -0.0115 0.0004
O 0.1702 10.8778 20.1409 0.0046 -0.0015 0.0057
O 6.7607 10.0464 12.8946 -0.0057 -0.0075 0.0022
O 8.7612 7.1781 21.3025 0.0062 -0.0018 0.0032
O -0.8651 1.0983 17.4156 0.0002 0 0.0032
O 4.42 8.6341 19.6841 -0.0013 0.0049 0.0062
O 10.8487 5.0577 11.0888 0.0044 -0.0124 0.0209
O 10.4283 7.1286 14.5074 0.0042 -0.0021 -0.0027
O 7.3906 2.9152 20.3754 -0.006 0.015 -0.0053
O 4.0994 9.6744 12.7523 0.0113 -0.0024 0.0029
O 1.9591 5.3733 12.7882 0.0056 0.0011 -0.005
O 1.485 6.5806 9.6431 0.0008 0.0025 -0.0111
O 6.6566 9.4498 17.1115 -0.0015 0.0019 -0.0005
O 7.1866 11.8011 22.3801 0.0041 0.0113 -0.004
O 2.5147 5.2542 22.6409 0.0097 0.0085 0.0107
O -1.1266 9.5411 13.6502 -0.0014 -0.0034 -0.0033
O 13.3379 14.6006 14.7625 0.0026 -0.0001 -0.0006
O 1.5783 7.0685 17.5024 -0.0017 0.004 0.0024
O 10.4724 4.5584 13.6257 -0.0021 0.0038 0.004
O 3.1132 11.6326 14.7449 0.0054 0.004 -0.0033
H 2.9161 11.4851 13.8081 -0.0017 -0.0016 0.0033

Results
free energy: -140533.703 eV
free energy less fixed offsets of As -4856.12, H -15.97, O -568.88, Si -635.61 eV per atom: 6.987 eV

The program warned: the cutoff lies below the one the program advises for these potential files; the exchange-correlation potential is rough where the density is thin.
